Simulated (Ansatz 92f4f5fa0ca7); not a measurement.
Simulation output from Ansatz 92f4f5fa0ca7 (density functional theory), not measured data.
Periodic cell of 214 atoms, Si131O81B2, from a study of silicon, its oxide and their interface. The atomic structure is a simulated model.
Doubt: the cutoff is far below the 930 eV that the study's wrapper takes by default for these files, so forces and energies are approximate.
This geometry differs little from another in the collection (a relaxation step or a small displacement).

Settings
functional: PBE
potential files: Ansatz PAW
basis: plane waves
wave-function cutoff: 580 eV
density cutoff ratio: 5
exchange-correlation grid ratio: 1
k mesh: 1 x 1 x 1, Gamma-centred
self-consistency stop: 5e-08 eV per atom in the density residual
occupations: fixed
spin: none
net charge: 0

Cell vectors (angstrom)
a, 10.938, 0, 0
b, 0, 10.938, 0
c, 0, 0, 31.5432

Atoms: element, x, y, z (angstrom)
Si, 10.3276, 0.4589, 24.2045
Si, 6.1455, 10.3744, 24.248
Si, 2.0674, 3.2598, 24.0633
Si, 8.6963, 2.2469, 24.2782
Si, 0.4479, 5.1135, 24.1046
Si, 5.0881, 5.9555, 24.2041
Si, 3.3958, 7.6607, 24.1604
B, 7.5526, 8.8589, 24.7285
Si, 1.2442, 1.4219, 25.3716
Si, 6.8987, 1.3135, 25.4777
Si, 4.0146, 4.126, 25.2893
Si, 9.6385, 4.1121, 25.3821
Si, 1.4704, 6.838, 25.3413
Si, 6.8907, 7.0453, 25.3329
Si, 4.1965, 9.5586, 25.3381
Si, 9.3469, 9.5447, 25.362
Si, 2.7286, 0.0198, 26.612
Si, 8.1951, 0.0071, 26.9379
Si, -0.0066, 2.7693, 26.8611
Si, 5.4251, 2.7465, 26.6432
Si, 2.7413, 5.4606, 26.8043
Si, 8.2052, 5.5327, 26.6394
Si, -0.0233, 8.2224, 26.6125
Si, 5.472, 8.253, 26.8581
Si, 4.0851, 1.3703, 28.0497
Si, 9.5859, 1.3928, 28.2169
Si, 1.3799, 4.1198, 28.1841
Si, 6.8195, 4.132, 28.021
Si, 4.1063, 6.8295, 28.1606
Si, 9.595, 6.8415, 28.055
Si, 1.3581, 9.5844, 28.0193
Si, 6.8237, 9.5778, 28.2434
Si, 0.0265, -0.0143, 29.493
Si, 5.4318, 0.0348, 29.5062
Si, 2.7476, 2.722, 29.4901
Si, 8.1638, 2.7727, 29.4821
Si, -0.012, 5.4879, 29.4942
Si, 5.4829, 5.459, 29.4862
Si, 2.7124, 8.2245, 29.4662
Si, 8.2308, 8.1782, 29.498
Si, 1.3673, 1.3673, 30.8594
Si, 6.8362, 1.3673, 30.8594
Si, 4.1018, 4.1018, 30.8594
Si, 9.5708, 4.1018, 30.8594
Si, 1.3673, 6.8362, 30.8594
Si, 6.8362, 6.8362, 30.8594
Si, 4.1018, 9.5708, 30.8594
Si, 9.5708, 9.5708, 30.8594
Si, 2.7345, 0, 0.6835
Si, 8.2035, 0, 0.6835
Si, 0, 2.7345, 0.6835
Si, 5.469, 2.7345, 0.6835
Si, 2.7345, 5.469, 0.6835
Si, 8.2035, 5.469, 0.6835
Si, 0, 8.2035, 0.6835
Si, 5.469, 8.2035, 0.6835
Si, 4.1157, 1.3486, 2.0545
Si, 9.5403, 1.3855, 2.0415
Si, 1.3326, 4.1317, 2.0557
Si, 6.8517, 4.0749, 2.0564
Si, 4.0796, 6.8609, 2.0396
Si, 9.5927, 6.8137, 2.054
Si, 1.3768, 9.5607, 2.0578
Si, 6.83, 9.5739, 2.0663
Si, -0.0426, -0.0083, 3.3498
Si, 5.4661, -0.0111, 3.4885
Si, 2.6995, 2.7228, 3.3443
Si, 8.1879, 2.7006, 3.4963
Si, -0.0215, 5.4707, 3.5162
Si, 5.4589, 5.4757, 3.3326
Si, 2.7387, 8.2062, 3.4837
Si, 8.2257, 8.1851, 3.3836
Si, 1.2965, 1.3684, 4.6803
Si, 6.8456, 1.305, 4.9167
Si, 4.0674, 4.1182, 4.6447
Si, 9.5367, 4.0655, 4.9014
Si, 1.3594, 6.8715, 4.8936
Si, 6.8403, 6.8036, 4.6945
Si, 4.11, 9.5632, 4.8963
Si, 9.5755, 9.5692, 4.7509
Si, 2.626, 0.0442, 6.1111
Si, 8.2339, -0.1299, 6.278
Si, -0.0138, 2.6533, 6.2065
Si, 5.3848, 2.7711, 6.0726
Si, 2.7573, 5.4328, 6.1387
Si, 8.1027, 5.4418, 6.1899
Si, 0.0033, 8.3017, 6.2338
Si, 5.572, 8.1534, 6.1667
Si, 3.4849, 1.9447, 7.1809
Si, 10.0321, 0.8325, 7.4814
Si, 1.7819, 3.6609, 7.3552
Si, 6.2183, 4.5256, 7.3888
Si, 4.6439, 6.3069, 7.2622
Si, 9.1788, 7.1916, 7.3317
Si, 0.9033, 10.1579, 7.5261
Si, 7.4219, 8.8884, 7.5033
O, 4.5728, 6.5911, 8.8918
O, 1.4202, 3.985, 8.9498
O, 9.7895, 6.5539, 8.7411
O, 1.3234, 10.1045, 9.1556
O, 6.0917, 4.216, 9.0291
O, 3.7326, 1.6271, 8.7711
O, 7.1576, 8.9685, 9.1562
O, 9.67, 1.083, 9.0859
O, 8.2871, 2.6102, 22.7279
O, 10.9291, 5.7138, 22.612
O, 5.9164, -0.1312, 22.6509
O, 5.4507, 5.5164, 22.6448
O, 2.1061, 2.8142, 22.4632
O, 3.3981, 7.8155, 22.4998
O, -0.3069, 11.0258, 22.6116
Si, 2.2003, 2.9509, 12.9005
Si, 8.7115, 1.3157, 10.3789
Si, 1.1158, 4.493, 15.357
Si, 7.5778, 5.5895, 12.1932
Si, 2.5155, 8.1354, 21.1779
Si, 5.4483, 7.7945, 12.4806
Si, 9.3342, 0.4489, 15.5344
Si, 2.9991, -0.0491, 16.6912
Si, 10.5063, 1.148, 12.6258
Si, 7.7898, 2.8462, 21.2164
Si, 9.1931, 8.7821, 14.4818
Si, 1.4989, 4.769, 10.3768
Si, 4.612, 9.4657, 19.1487
Si, 11.0991, 6.1804, 21.0553
Si, 6.6814, 10.4454, 14.8736
Si, 5.4746, 0.66, 21.2972
Si, 2.3705, 9.809, 10.3842
Si, 0.4763, 10.5191, 21.2835
Si, 5.9734, 5.3579, 21.1213
Si, 3.6623, 7.083, 10.1224
Si, 9.0995, 5.6838, 14.8253
Si, 3.7574, 4.084, 19.1286
Si, 10.0821, 3.6592, 19.3202
Si, 4.3123, 8.6575, 15.3853
Si, 0.5353, 1.9162, 17.1981
Si, 7.0443, 7.5904, 19.2449
Si, 5.3385, 3.6381, 16.7575
Si, 7.882, 5.0197, 17.5061
Si, 6.684, 9.9326, 10.3853
Si, 4.4038, 1.0598, 10.1077
Si, 0.0035, 9.0827, 11.9171
B, 9.5593, 8.5867, 20.228
Si, 4.619, 1.6696, 14.6037
Si, 2.5351, 2.0039, 21.1162
Si, 6.3543, 3.3472, 10.3822
Si, 3.4702, 5.907, 16.7497
Si, 9.9099, 6.5321, 10.3561
O, 0.2156, 2.627, 18.6347
O, 2.9873, 9.6336, 15.6028
O, 10.8606, 4.8357, 20.1553
O, 7.6143, 2.4229, 9.9567
O, 10.9466, 5.3328, 10.8104
O, 6.6389, 6.7486, 12.8643
O, 10.3508, 8.0509, 10.803
O, 7.7315, 9.4599, 14.0193
O, 8.4326, 6.2085, 10.9552
O, 5.3887, 10.5181, 20.1007
O, 2.195, 3.7217, 11.4435
O, 8.3037, 8.5881, 19.6356
O, 6.4565, 6.8156, 20.5656
O, 5.5747, 2.7302, 15.4218
O, 1.386, 0.8622, 20.7296
O, 6.0723, 9.0708, 11.6409
O, 4.6679, 4.9907, 16.1329
O, 6.6753, 3.9385, 17.6462
O, 10.5464, 10.6578, 11.8324
O, 5.6509, 0.5018, 14.0197
O, 8.0685, 5.0797, 15.9034
O, 9.7982, 9.8078, 15.6108
O, -0.3462, 5.1368, 15.1203
O, 1.6557, 6.7992, 20.7618
O, 1.5935, 0.6416, 17.2225
O, 6.5902, 1.7865, 20.8849
O, 1.0601, 1.7701, 12.8445
O, 3.2444, 5.448, 18.3266
O, 9.5659, 2.0054, 11.6033
O, 1.0761, 3.1058, 16.2181
O, 8.6378, 5.1587, 13.3557
O, 10.34, 8.5731, 13.3362
O, 1.5376, 9.3464, 21.6514
O, 10.2674, 9.7957, 20.3132
O, 3.2031, 0.2152, 10.8722
O, 5.1018, 2.3633, 10.8381
O, 1.7885, 4.1299, 13.9314
O, 7.9399, 10.8759, 10.8595
O, 9.2367, 4.4386, 18.1708
O, 5.6987, 9.4831, 15.7832
O, 5.5558, -0.024, 9.7459
O, 3.6409, 2.2927, 13.4188
O, 2.0277, 5.6572, 16.0363
O, 9.7673, 1.0458, 14.0723
O, 4.4318, 6.9494, 11.5384
O, 4.8126, 4.6544, 20.2266
O, 10.0373, 1.3261, 16.688
O, 6.6879, 4.328, 11.6513
O, 5.807, 8.4707, 18.6207
O, 9.0881, 2.727, 20.2291
O, 3.6887, 1.1312, 15.822
O, 4.3392, 3.0826, 17.9483
O, 10.0305, 7.3787, 20.7185
O, 3.3737, 8.6592, 9.8189
O, 3.9874, 7.4237, 16.4174
O, 7.6986, 0.4713, 15.739
O, 8.9828, 7.2934, 15.059
O, 3.9867, 1.3248, 21.4514
O, 1.6273, 9.1426, 11.697
O, 2.3445, 6.1501, 10.2099
O, 7.5122, 6.4803, 18.1357
O, 7.2745, 4.3831, 21.0669
O, 4.5878, 8.2231, 13.8185
O, 3.4762, 8.5864, 19.943
O, 2.6877, 3.131, 19.926
O, 3.8394, 10.3244, 17.9827

Results
free energy: -129655.381 eV
free energy less fixed offsets of B -154.04, O -568.88, Si -635.61 eV per atom: -3.111 eV

Forces (eV/angstrom), in the order of the atoms: element, x, y, z
Si, 0.0022, 0.002, -0.0045
Si, -0.0212, 0.0237, -0.0219
Si, 0.0016, 0.0011, -0.0018
Si, 0.001, -0.0001, -0.003
Si, 0.0008, -0.0009, -0.0022
Si, 0.0014, -0.0012, -0.0029
Si, 0.0007, -0.0006, -0.0018
B, 0.0221, -0.0175, 0.0038
Si, -0.0015, -0.0003, 0.0023
Si, -0.0024, 0.0039, 0.0041
Si, 0, -0.0017, 0.0015
Si, 0.0006, -0.0004, 0.0022
Si, 0.0004, -0.0001, 0.0018
Si, 0.009, -0.0072, -0.0037
Si, -0.0028, 0.0022, 0.0003
Si, -0.0035, -0.0076, -0.0029
Si, 0.0005, 0.0003, 0.0012
Si, 0.0009, 0.0021, 0.0002
Si, 0.0013, -0.0018, -0.0056
Si, 0.0015, 0.0003, 0.0004
Si, 0.001, -0.0013, -0.0038
Si, -0.0022, -0.0004, -0.0002
Si, 0.0027, 0.0025, -0.0004
Si, -0.0027, 0.0032, 0.0042
Si, 0.001, 0.0001, 0.0014
Si, 0.003, 0.0023, 0.0041
Si, 0.0036, -0.0001, 0.001
Si, 0.0001, -0.0017, 0.0004
Si, -0.0014, 0.0001, 0.0073
Si, 0.0003, -0.0003, 0.0041
Si, 0.0001, -0.0009, 0
Si, -0.0017, 0.0026, 0.0061
Si, 0.0011, -0.0019, -0.0018
Si, -0.0012, 0.0006, -0.0004
Si, 0.0006, -0.0003, -0.0006
Si, -0.0028, 0.0014, -0.0014
Si, -0.0017, 0.0003, 0.0001
Si, 0.0023, -0.0015, -0.002
Si, 0.0004, 0.0012, -0.0027
Si, 0.0021, -0.0024, -0.0017
Si, 0.1815, -0.0714, 0.0604
Si, -0.1779, 0.1842, -0.0591
Si, 0.1142, -0.1234, -0.0104
Si, -0.1518, 0.1124, -0.1204
Si, -0.0426, 0.159, -0.1252
Si, 0.1089, -0.1471, 0.0318
Si, -0.2174, 0.0754, -0.0987
Si, 0.137, -0.0865, 0.0199
Si, 0.0708, -0.1276, 0.0977
Si, -0.1687, 0.0467, -0.0433
Si, -0.1751, 0.122, -0.0204
Si, 0.0964, -0.1086, 0.0886
Si, -0.1536, 0.1187, -0.0283
Si, 0.088, -0.1688, 0.138
Si, 0.173, -0.1063, 0.1024
Si, -0.0386, 0.1394, -0.0367
Si, 0.0002, -0.0006, 0.0012
Si, -0.0006, 0.0018, 0.0003
Si, -0.001, 0.001, 0.0014
Si, 0.0014, -0.0012, 0.0008
Si, -0.0014, 0.0011, 0.0005
Si, 0.001, -0.0014, 0.0003
Si, 0.0008, -0.0006, 0.0007
Si, 0.0003, -0.0004, 0.0019
Si, 0.0017, -0.0026, -0.0013
Si, 0.0003, 0.0001, -0.0016
Si, 0.0004, -0.0013, -0.0041
Si, 0, 0.0011, -0.0017
Si, 0.0015, -0.0005, -0.0024
Si, 0.0022, -0.0008, -0.0016
Si, 0.0002, 0.0003, -0.0016
Si, -0.0003, 0.0014, -0.0029
Si, 0.0011, -0.0003, 0.0053
Si, 0.0002, -0.0007, 0.0008
Si, 0.0012, 0.0004, 0.0063
Si, -0.0002, -0.0004, 0.0011
Si, 0.0004, 0.0002, 0.0004
Si, 0.0007, -0.0005, 0.0046
Si, 0.0006, 0.0002, 0.0001
Si, 0.0009, -0.0004, 0.0029
Si, -0.0013, 0.0006, -0.0019
Si, 0.0011, -0.0002, -0.0011
Si, 0.0009, -0.0004, -0.0016
Si, -0.0007, 0.0021, -0.0022
Si, 0.0011, -0.001, -0.0018
Si, -0.0003, 0.0006, -0.0015
Si, -0.0007, -0.0001, -0.0006
Si, 0.0011, -0.0004, -0.0012
Si, 0.0007, -0.0007, 0.0005
Si, 0.0013, -0.0007, -0.0006
Si, 0.0012, 0.0004, 0.0013
Si, 0.001, 0, -0.0002
Si, 0.0012, -0.0005, -0.0001
Si, 0.0009, 0.0005, -0.0001
Si, 0.0007, 0.0004, -0.0009
Si, 0.0014, -0.0006, 0.0012
O, 0.0007, -0.0008, -0.0005
O, 0.0009, -0.0004, -0.0001
O, 0.0007, -0.0002, -0.0006
O, 0.0008, -0.0003, 0.0006
O, 0.0009, -0.0006, 0.0001
O, -0.0004, 0.0005, -0.0014
O, 0.0008, 0.0001, -0.0007
O, 0.0001, 0.0001, 0.0013
O, 0.0016, -0.0005, 0.0009
O, 0, -0.0001, 0.0006
O, 0.0026, -0.0043, 0.0128
O, -0.0007, 0.0004, 0.0034
O, 0.0001, 0.0005, 0.0008
O, 0.0001, -0.0005, 0.0002
O, -0.0001, 0.0002, 0.0047
Si, 0.0015, -0.0001, 0.0007
Si, 0.0014, 0.0002, -0.0004
Si, 0.0019, 0, 0.0004
Si, 0.0009, 0.0004, 0.0002
Si, 0.0004, 0.0001, -0.0014
Si, 0.0012, 0, 0.0008
Si, 0.0013, -0.0003, 0.0005
Si, 0.0017, -0.0004, 0.0011
Si, 0.0012, 0, -0.0005
Si, 0.0003, -0.001, -0.0008
Si, 0.0013, -0.0005, 0.0006
Si, 0.0007, 0.0006, 0.0003
Si, 0.0023, 0.0003, 0.0005
Si, 0.0017, -0.0012, 0.0002
Si, 0.0005, -0.0007, 0.0004
Si, 0.0024, 0.0006, 0.001
Si, 0.0007, -0.0008, 0.0004
Si, 0.0012, -0.0005, 0.0001
Si, 0.0018, -0.001, -0.0018
Si, 0.0001, 0.0009, 0.0015
Si, 0.0011, -0.0003, 0.0009
Si, 0.0021, 0.0002, 0.0008
Si, 0.001, 0, 0.0004
Si, 0.0011, -0.0001, 0.0002
Si, 0.0013, -0.0006, 0.0005
Si, 0.0013, 0.0002, 0.0003
Si, 0.0013, -0.0002, 0.0011
Si, 0.0013, 0.0003, 0.0006
Si, 0.0015, 0, 0.0001
Si, 0.0015, -0.0003, 0.001
Si, 0.0019, -0.0003, 0.0002
B, -0.0004, 0.0012, -0.0002
Si, 0.0012, 0, 0.0004
Si, 0.0004, -0.0007, 0.0004
Si, 0.0011, -0.0007, -0.0002
Si, 0.0012, 0.0001, -0.0008
Si, 0.001, 0.0006, 0
O, 0.0012, -0.0001, -0.0001
O, 0.0015, 0.0002, -0.0003
O, 0.0016, -0.0007, -0.0005
O, 0.0005, 0.0008, 0.0009
O, 0.001, -0.0004, 0.0002
O, 0.0018, -0.0008, -0.0005
O, 0.0009, -0.0005, -0.0004
O, 0.0015, 0.0003, -0.0002
O, 0.0007, -0.0001, 0.0004
O, 0.0006, -0.0016, -0.0012
O, 0.0006, -0.0003, -0.0003
O, -0.0011, -0.0002, -0.0016
O, 0.0007, -0.0009, 0.0003
O, 0.001, -0.0002, -0.0004
O, 0.0009, -0.0003, -0.0003
O, 0.0015, 0, -0.0001
O, 0.0006, 0.0004, 0.0001
O, 0.0004, -0.0006, -0.0004
O, 0.0012, 0.0006, 0.0004
O, 0.0016, 0.0001, -0.0004
O, 0.0011, -0.0001, -0.001
O, 0.0014, 0.0001, -0.0005
O, 0.0009, -0.0003, -0.0002
O, 0.0013, -0.0001, 0.0004
O, 0.0014, 0.0002, -0.0004
O, -0.0001, -0.0009, -0.0009
O, 0.0013, 0.0001, -0.0004
O, 0.0013, -0.0002, 0.0002
O, 0.0013, -0.0005, -0.0001
O, 0.0014, 0.0006, -0.0008
O, 0.0012, -0.0003, -0.0001
O, 0.0015, -0.0001, -0.0007
O, 0.0002, 0.0002, 0
O, 0.0019, 0.001, -0.0005
O, 0.0007, -0.0002, -0.0002
O, 0.0015, 0.0002, 0.0003
O, 0.0009, -0.0002, 0.0004
O, 0.001, -0.0001, 0.0001
O, 0.0014, 0.0001, -0.0006
O, 0.0009, -0.0001, -0.0007
O, 0.0016, -0.0007, 0.0003
O, 0.0011, -0.0002, -0.0004
O, 0.0016, -0.0006, -0.0007
O, 0.0014, -0.0002, -0.0006
O, 0.0002, -0.0001, -0.001
O, 0.0013, 0, -0.0004
O, 0.0008, 0, -0.0004
O, 0.0009, -0.0002, -0.0003
O, 0.0007, -0.0001, -0.0001
O, 0.0009, 0.0005, -0.0001
O, 0.0012, -0.0003, -0.0006
O, 0.0013, 0, -0.0002
O, 0.0013, -0.0011, 0.0013
O, 0.0012, -0.0004, -0.0012
O, 0.0015, -0.0008, 0.0001
O, 0.0011, 0.0001, -0.0004
O, 0.0011, 0.0001, -0.0004
O, 0.0007, 0.0002, -0.0008
O, 0.0018, -0.0005, -0.0002
O, 0.0014, 0.0003, -0.0004
O, 0.0015, 0.0001, 0
O, 0.0004, 0.0016, 0.0002
O, 0.0006, 0, 0.0003
O, 0.0003, -0.0007, 0.0011
O, 0.0011, 0.0003, -0.0003
O, 0.0006, 0.0004, -0.0007

The program warned: the cutoff lies below the one the program advises for these potential files; the exchange-correlation potential is rough where the density is thin.
